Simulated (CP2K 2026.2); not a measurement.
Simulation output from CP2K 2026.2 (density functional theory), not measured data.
Periodic cell of 504 atoms, Si360O144, from a study of silicon, its oxide and their interface. The atomic structure is a simulated model.
Doubt: the forces sum to 1.39 eV/angstrom along one axis rather than to zero, so they err by at least 0.0028 eV/angstrom per atom on average; the grid cutoff is modest.

Settings: functional PBE; method Gaussian and plane waves; basis set DZVP-MOLOPT-SR-GTH; pseudopotentials GTH-PBE; grid cutoff 350 Ry, relative cutoff 50 Ry; k points Gamma only; occupations fixed; spin none; net charge 0.

Cell vectors (angstrom)
a	16.32	0	0
b	0	16.32	0
c	6.6223	0.5221	33.3771

Atoms and the computed forces on them: element, x, y, z (angstrom), force x, y, z (eV/angstrom)
Si	7.71	15.836	33.347	0.131	-0.268	0.761
Si	3.926	1.594	0.112	0.144	-0.144	0.78
Si	8.308	4.33	33.212	-0.27	0.258	0.726
Si	4.453	6.554	0.023	-0.193	0.159	0.734
Si	1.093	9.659	0.005	0.236	-0.129	0.704
Si	4.289	12.007	0.211	-0.125	0.093	0.702
Si	6.946	14.8	0.02	-0.184	0.25	0.735
Si	9.798	1.196	0.151	-0.284	0.05	0.76
Si	6.656	4.318	0.158	0.099	-0.22	0.782
Si	9.771	6.5	0.189	-0.065	0.13	0.715
Si	6.62	9.913	0.052	0.089	-0.315	0.74
Si	9.123	12.521	0.118	0.265	-0.029	0.76
Si	12.039	15.295	0.009	0.083	-0.315	0.712
Si	15.027	1.037	0.184	0.044	0.294	0.664
Si	11.95	4.266	0.152	0.188	-0.108	0.748
Si	14.651	7.011	0.006	0.166	-0.116	0.702
Si	19.067	9.784	33.364	-0.115	0.155	0.712
Si	15.247	11.955	0.072	-0.129	0.158	0.731
Si	2.692	0.032	1.342	0.002	0.023	-0.067
Si	5.461	2.754	1.428	-0.021	0.017	-0.054
Si	2.747	5.433	1.223	0.009	-0.023	-0.065
Si	5.538	8.19	1.303	0	0.017	-0.03
Si	2.703	10.767	1.371	-0.013	0.005	-0.036
Si	5.422	13.648	1.41	0.024	0.001	-0.049
Si	8.143	0.024	1.343	0.007	-0.012	-0.043
Si	10.889	2.712	1.526	0.006	-0.004	-0.041
Si	8.192	5.424	1.512	-0.011	-0.013	-0.045
Si	10.9	8.16	1.383	0.006	0.005	-0.082
Si	8.11	10.955	1.497	0.005	0.009	-0.082
Si	10.875	13.629	1.239	-0.019	0.009	-0.071
Si	13.57	16.215	1.546	0.002	0.017	-0.043
Si	16.301	2.762	1.178	0.03	-0.009	-0.025
Si	13.56	5.451	1.364	-0.009	0.014	-0.037
Si	16.259	8.123	1.327	-0.02	-0.007	-0.057
Si	13.595	10.845	1.312	-0.002	-0.013	-0.058
Si	16.377	13.607	1.296	-0.001	0.02	-0.055
Si	1.31	1.414	2.662	-0.002	0.018	0.036
Si	4.059	4.125	2.722	-0.011	0.008	0.039
Si	1.368	6.768	2.618	0.023	0.003	0.009
Si	4.093	9.444	2.711	0.019	-0.012	0.018
Si	1.396	12.237	2.687	-0.004	-0.001	0.032
Si	4.032	14.986	2.718	-0.002	0.009	0.016
Si	6.804	1.358	2.738	0.012	0.01	0.004
Si	9.496	4.032	2.857	0.004	0.002	0.04
Si	6.841	6.866	2.76	-0.015	0.003	0.042
Si	9.524	9.532	2.718	0	-0.013	0.015
Si	6.75	12.3	2.83	-0.002	0.015	0.039
Si	9.529	14.964	2.693	-0.007	0.008	0.032
Si	12.277	1.361	2.835	-0.012	-0.015	0.025
Si	14.987	4.088	2.637	-0.019	-0.034	0.004
Si	12.235	6.805	2.772	-0.007	-0.001	0.051
Si	14.939	9.501	2.722	-0.004	0.012	0.035
Si	12.219	12.245	2.626	0.015	0.011	-0.012
Si	14.979	14.84	2.77	0.032	-0.017	0.019
Si	16.315	16.321	4.046	0	0.008	-0.016
Si	2.694	2.736	4.057	-0.004	0.003	-0.017
Si	16.335	5.434	4.021	-0.002	0.015	0.001
Si	2.711	8.105	4.046	0.003	0.008	0.007
Si	16.319	10.885	4.046	-0.009	-0.002	-0.018
Si	2.719	13.593	4.08	-0.01	-0.015	0.005
Si	5.418	16.328	4.074	0.005	-0.009	0
Si	8.128	2.679	4.161	-0.002	0.006	0.009
Si	5.436	5.48	4.074	0.009	-0.016	-0.01
Si	8.188	8.195	4.121	-0.005	-0.002	0.015
Si	5.397	10.866	4.097	-0.002	-0.006	-0.004
Si	8.177	13.636	4.113	0.013	0.006	-0.007
Si	10.864	16.307	4.11	-0.014	-0.009	-0.015
Si	13.664	2.749	4.089	0.01	0.016	0.016
Si	10.881	5.439	4.131	0.01	0.011	-0.008
Si	13.602	8.159	4.111	0.004	-0.002	0.001
Si	10.89	10.901	4.047	0.01	0.004	0.003
Si	13.579	13.522	4.085	-0.009	0.003	0.018
Si	17.641	14.958	16.279	0.003	-0.005	-0.013
Si	4.064	1.374	16.276	0.004	-0.007	-0.017
Si	17.674	4.087	16.331	0.005	0.002	-0.015
Si	4.09	6.808	16.352	-0.01	0.001	-0.003
Si	17.683	9.523	16.35	-0.001	0.004	-0.008
Si	4.035	12.205	16.262	-0.003	0.003	-0.014
Si	6.812	14.976	16.277	0.007	0	-0.023
Si	9.527	1.361	16.294	0.005	-0.006	-0.006
Si	6.816	4.127	16.309	0.021	0.001	-0.008
Si	9.532	6.773	16.374	-0.028	0.002	0.003
Si	6.81	9.481	16.277	-0.006	0.004	-0.017
Si	9.537	12.218	16.276	-0.017	0	-0.022
Si	12.282	14.994	16.278	0.003	0.018	-0.011
Si	14.933	1.37	16.376	0.003	-0.027	0.004
Si	12.24	4.079	16.386	0.004	0.005	0.003
Si	14.955	6.807	16.359	0.004	0.002	0.001
Si	12.251	9.511	16.351	-0.005	0.001	-0.013
Si	14.985	12.242	16.315	-0.003	0.004	-0.005
Si	18.971	16.358	17.596	0	0.007	0.01
Si	5.426	2.761	17.597	-0.029	0.001	-0.025
Si	19.049	5.424	17.695	0.012	0	0
Si	5.454	8.191	17.701	0.018	0.001	0.002
Si	19.034	10.889	17.721	-0.006	0.011	0.007
Si	5.412	13.579	17.532	-0.011	-0.011	0.003
Si	8.167	16.34	17.655	-0.01	-0.015	0.015
Si	10.871	2.673	17.706	-0.009	-0.013	-0.005
Si	8.168	5.421	17.76	0.004	-0.015	0.02
Si	10.9	8.141	17.728	0.007	0.01	-0.001
Si	8.21	10.799	17.606	0.02	0.014	0.008
Si	10.908	13.623	17.564	-0.004	-0.02	-0.033
Si	13.572	16.32	17.749	-0.017	0.021	0.032
Si	16.306	2.754	17.712	0.006	0.009	-0.003
Si	13.61	5.453	17.749	-0.004	0.004	-0.014
Si	16.31	8.182	17.714	-0.006	0.003	0.017
Si	13.61	10.912	17.676	0.009	0.004	0.001
Si	16.367	13.567	17.69	0.018	-0.004	0
Si	17.684	1.402	19.045	0.025	0.009	-0.017
Si	4.107	4.053	19.044	-0.009	-0.003	-0.014
Si	17.684	6.789	19.034	-0.023	0.007	-0.038
Si	4.108	9.567	19.08	0.018	-0.003	-0.015
Si	17.717	12.25	19.145	-0.004	0.013	-0.025
Si	4.001	14.925	18.83	0.007	-0.026	-0.054
Si	6.763	1.424	18.941	0.015	0.013	-0.029
Si	9.506	3.968	19.106	-0.023	0.002	-0.016
Si	6.812	6.853	19.078	-0.003	0.008	-0.014
Si	9.547	9.502	19.086	-0.01	0.015	-0.014
Si	6.784	12.177	18.809	-0.025	0	-0.047
Si	9.583	14.948	18.936	0.014	0.01	-0.025
Si	12.163	1.331	19.156	0.009	-0.016	-0.044
Si	14.956	4.089	19.123	-0.003	-0.008	-0.009
Si	12.263	6.812	19.129	0.003	0.004	-0.008
Si	14.984	9.61	19.069	0.014	-0.004	-0.032
Si	12.222	12.31	18.969	-0.005	0.004	-0.024
Si	15.001	14.92	19.014	-0.007	-0.001	-0.027
Si	16.351	16.296	20.35	0.014	-0.005	0.044
Si	19.096	2.696	20.458	-0.015	-0.017	0.054
Si	16.333	5.457	20.469	0.016	0.006	0.043
Si	19.065	8.161	20.372	-0.008	-0.01	0.067
Si	16.333	10.936	20.543	-0.008	-0.012	0.063
Si	19.146	13.653	20.408	-0.007	-0.013	0.083
Si	5.329	16.321	20.08	-0.035	0.022	0.043
Si	8.062	2.628	20.492	0.025	0.023	0.037
Si	5.44	5.46	20.384	-0.01	-0.01	0.06
Si	8.189	8.16	20.503	0.007	-0.006	0.04
Si	5.512	10.979	20.358	-0.015	-0.016	0.09
Si	8.153	13.526	20.075	0.011	-0.036	0.031
Si	10.77	16.226	20.519	0.031	0.029	0.042
Si	13.599	2.703	20.477	-0.018	-0.02	0.071
Si	10.928	5.333	20.413	0.001	-0.007	0.066
Si	13.597	8.287	20.438	-0.006	0.004	0.041
Si	10.879	10.997	20.363	0	-0.012	0.051
Si	13.6	13.599	20.359	-0.001	-0.012	0.038
Si	17.948	15.215	21.682	-0.072	-0.171	-0.734
Si	20.249	1	21.654	0.017	0.216	-0.674
Si	17.95	4.288	21.755	-0.239	-0.152	-0.742
Si	20.151	6.56	21.691	0.204	0.135	-0.778
Si	17.554	9.292	21.734	0.076	0.273	-0.714
Si	4.622	12.741	21.663	-0.121	-0.046	-0.749
Si	6.742	14.925	21.214	-0.061	-0.054	-0.545
Si	8.926	0.8	21.746	0.247	0.238	-0.709
Si	6.973	4.324	21.74	-0.172	-0.23	-0.684
Si	9.34	6.447	21.681	0.105	0.249	-0.715
Si	7.032	9.832	21.721	-0.125	-0.244	-0.679
Si	9.194	12.102	21.586	0.182	0.07	-0.731
Si	12.483	15.121	21.737	-0.264	-0.126	-0.693
Si	14.74	1.032	21.668	0.11	0.189	-0.723
Si	12.154	3.924	21.88	0.147	0.129	-0.791
Si	15.245	7.181	21.669	-0.108	-0.21	-0.795
Si	12.442	9.925	21.724	-0.01	-0.133	-0.698
Si	14.685	12.115	21.813	0.242	0.068	-0.693
Si	18.941	7.379	26.981	0.007	0.009	-0.091
Si	10.992	8.198	30.484	0.076	-0.052	0.102
Si	10.321	4.377	28.334	-0.077	-0.005	0.027
Si	22.062	7.033	30.426	0.008	-0.003	0.018
Si	16.58	13.399	23.856	-0.125	0.095	-0.078
Si	9.901	12.727	30.791	-0.074	0.05	0.058
Si	14.731	3.125	31.346	-0.1	0.024	0.176
Si	17.576	4.759	27.239	0.004	0.011	-0.022
Si	20.561	9.19	28.903	-0.099	-0.053	0.112
Si	16.358	9.049	26.422	-0.017	0.052	-0.187
Si	7.119	11.471	25.828	-0.099	0.005	-0.098
Si	12.456	0.984	25.743	0.013	-0.09	-0.097
Si	11.957	14.328	24.772	0.041	0.103	-0.161
Si	13.601	9.716	30.501	0.023	-0.017	0.126
Si	8.693	9.892	30.491	-0.087	0.102	0.113
Si	16.325	15.213	26.278	0.071	-0.021	-0.004
Si	12.45	0.93	31.249	0.034	-0.013	0.178
Si	5.915	4.053	24.731	0.055	0.02	-0.166
Si	18.938	16.087	27.823	-0.076	-0.026	0.097
Si	21.555	13.469	30.536	0.053	-0.058	0.103
Si	20.827	6.852	24.688	0.052	-0.054	-0.143
Si	7.332	15.557	25.423	-0.124	0.057	-0.022
Si	14.685	13.805	28.412	-0.035	-0.011	0.059
Si	9.089	13.437	24.373	0.027	-0.036	-0.126
Si	11.548	9.335	24.605	-0.031	-0.033	-0.083
Si	20.042	3.018	31.4	-0.022	-0.006	0.027
Si	16.519	12.747	30.642	-0.025	-0.083	-0.072
Si	21.677	4.371	29.436	-0.018	-0.041	-0.099
Si	15.84	7.788	30.652	0.001	0.045	0.097
Si	8.845	4.43	25.685	0.024	-0.019	-0.075
Si	10.306	2.332	23.868	0.074	0.034	-0.034
Si	7.86	14.874	30.462	0.035	-0.013	0.146
Si	5.247	1.178	24.499	-0.062	-0.091	-0.029
Si	19.446	2.677	28.517	0.131	0.057	0.143
Si	12.2	11.777	26.184	0.074	0.034	-0.069
Si	7.965	5.246	30.144	0.068	-0.04	0.02
Si	15.283	1.349	24.678	-0.007	-0.023	-0.047
Si	18.915	14.773	30.524	0.063	0.129	0.108
Si	12.499	6.392	28.418	0.013	0.071	-0.09
Si	20.526	12.188	24.678	0.037	0.041	-0.008
Si	16.671	3.83	24.557	0.026	0.06	-0.074
Si	6.785	8.764	24.547	-0.038	0.12	-0.122
Si	9.281	15.878	27.934	-0.027	-0.155	0.031
Si	18.059	10.722	24.366	0.01	-0.089	0.053
Si	13.692	7.585	25.916	-0.018	-0.075	0.045
Si	9.456	7.213	24.513	0.064	-0.042	-0.065
Si	14.508	10.961	27.878	-0.056	-0.075	0.038
Si	17.96	10.118	30.45	-0.022	0.007	0.161
Si	11.535	13.644	28.429	0.016	0.019	-0.005
Si	20.795	14.968	25.902	0.072	0.021	-0.123
Si	11.357	1.545	28.508	0.067	0.085	0.116
Si	6.432	11.15	28.704	0.002	0.003	0.019
Si	14.025	5.47	23.919	-0.001	-0.031	-0.129
Si	15.296	5.161	29.179	-0.022	0.075	0.075
Si	1.356	14.969	5.42	-0.007	-0.007	0.004
Si	4.059	1.375	5.424	-0.001	0.007	0.001
Si	1.349	4.086	5.425	0.004	-0.004	0.008
Si	4.067	6.794	5.45	0.001	0.005	0.014
Si	1.361	9.506	5.394	0.007	0.006	0.003
Si	4.061	12.234	5.454	0.006	-0.001	0.015
Si	6.79	14.981	5.449	-0.007	0.002	0.002
Si	9.513	1.332	5.488	0.005	0.002	0.012
Si	6.77	4.092	5.451	-0.011	0.016	0.007
Si	9.524	6.809	5.472	0.004	-0.002	0.017
Si	6.795	9.538	5.454	-0.006	0.009	0.008
Si	9.531	12.244	5.437	0.004	0.003	0.011
Si	12.24	14.931	5.433	0.01	0.004	0.008
Si	14.979	1.352	5.44	0.015	0.002	0.014
Si	12.272	4.083	5.452	-0.006	-0.01	0.01
Si	14.983	6.786	5.42	0.007	-0.006	0.011
Si	12.236	9.536	5.436	-0.008	-0.005	0.009
Si	14.954	12.199	5.446	-0.002	-0.006	0.017
Si	2.718	16.32	6.791	0.002	0.002	-0.005
Si	5.413	2.727	6.804	0	0.004	-0.002
Si	2.709	5.432	6.802	0.001	-0.002	0.006
Si	5.433	8.163	6.8	-0.005	0.005	-0.005
Si	2.699	10.865	6.791	0.002	0.008	-0.003
Si	5.44	13.598	6.797	0.008	-0.004	0
Si	8.141	16.314	6.838	-0.004	-0.001	-0.001
Si	10.895	2.716	6.801	-0.002	-0.003	0.002
Si	8.15	5.44	6.808	-0.001	0.002	-0.001
Si	10.886	8.176	6.81	0.008	0.001	0
Si	8.165	10.892	6.805	-0.001	-0.001	0.007
Si	10.885	13.589	6.812	0	-0.005	-0.004
Si	13.599	16.311	6.784	-0.006	0.006	0.003
Si	16.329	2.718	6.799	-0.003	-0.001	-0.004
Si	13.623	5.445	6.805	0.008	0.003	-0.002
Si	16.331	8.154	6.781	0	0	-0.002
Si	13.599	10.861	6.819	0.007	0	0.004
Si	16.309	13.602	6.777	-0.007	0.002	0
Si	17.686	1.36	8.159	-0.001	0.007	0.003
Si	4.063	4.079	8.171	-0.002	-0.007	0.001
Si	17.678	6.799	8.158	0.004	0.003	-0.005
Si	4.072	9.521	8.157	0.006	0.005	-0.001
Si	17.666	12.238	8.144	-0.003	-0.009	-0.009
Si	4.079	14.961	8.154	0.007	0.001	-0.009
Si	6.782	1.371	8.17	0.004	-0.003	-0.004
Si	9.525	4.078	8.155	0.002	0.007	-0.007
Si	6.792	6.802	8.164	-0.007	-0.003	-0.005
Si	9.519	9.525	8.168	0.001	0	-0.007
Si	6.803	12.247	8.164	0.002	0.009	0.001
Si	9.517	14.946	8.171	-0.005	0.001	0
Si	12.246	1.351	8.158	-0.002	-0.004	-0.005
Si	14.969	4.076	8.162	0	-0.002	-0.002
Si	12.254	6.808	8.157	0.003	0.007	-0.001
Si	14.966	9.498	8.159	-0.009	-0.002	0.001
Si	12.243	12.232	8.172	-0.001	0.004	-0.004
Si	14.958	14.958	8.151	0.004	-0.001	-0.005
Si	16.318	16.321	9.511	0	0.003	-0.002
Si	2.711	2.719	9.533	0.011	-0.004	0.002
Si	16.321	5.44	9.525	-0.003	0.004	0
Si	2.718	8.158	9.518	0.003	-0.001	-0.002
Si	16.317	10.875	9.511	-0.007	0.011	-0.003
Si	2.716	13.595	9.504	-0.001	0	-0.006
Si	5.429	16.323	9.527	0	0.001	0
Si	8.161	2.722	9.518	-0.011	0	0
Si	5.434	5.439	9.52	-0.005	-0.001	-0.003
Si	8.159	8.159	9.521	0.001	0.005	-0.003
Si	5.438	10.88	9.513	0.006	0.005	-0.001
Si	8.162	13.594	9.537	0.001	-0.005	0.001
Si	10.879	16.317	9.517	-0.004	-0.004	0.001
Si	13.602	2.719	9.515	0	-0.002	-0.002
Si	10.887	5.443	9.509	0.002	0.001	-0.004
Si	13.609	8.151	9.532	0.013	-0.004	0.003
Si	10.883	10.873	9.532	-0.005	0.002	-0.001
Si	13.602	13.601	9.519	-0.006	0	0
Si	17.681	14.959	10.866	0.002	-0.004	-0.002
Si	4.071	1.362	10.891	-0.008	0.002	0.006
Si	17.675	4.084	10.893	0.004	-0.002	0.005
Si	4.075	6.798	10.879	0.007	-0.001	0.001
Si	17.675	9.516	10.876	0.002	0.005	0.001
Si	4.075	12.237	10.87	0.008	0.002	-0.006
Si	6.799	14.965	10.882	0.002	0.001	0
Si	9.523	1.363	10.878	0	-0.005	0
Si	6.801	4.081	10.875	0.012	0.007	-0.003
Si	9.527	6.798	10.873	-0.006	-0.001	-0.003
Si	6.8	9.521	10.876	-0.011	0.005	-0.002
Si	9.523	12.229	10.893	0	-0.001	0.006
Si	12.239	14.96	10.876	0.001	0.007	-0.002
Si	14.961	1.365	10.875	-0.005	-0.004	0.002
Si	12.245	4.085	10.874	-0.003	0	0
Si	14.963	6.791	10.896	-0.004	-0.002	0.003
Si	12.248	9.512	10.889	0.002	0.003	0.003
Si	14.959	12.234	10.872	-0.002	0.002	-0.001
Si	2.704	16.321	12.243	0	-0.006	0.002
Si	5.436	2.732	12.239	0.009	-0.004	0.004
Si	2.715	5.449	12.249	0.007	0.006	0.001
Si	5.442	8.156	12.229	0.001	0	-0.002
Si	2.718	10.873	12.231	0.003	0.002	0.006
Si	5.435	13.597	12.229	-0.003	0	-0.002
Si	8.163	16.325	12.24	0	0.002	0.003
Si	10.885	2.73	12.234	0.003	0.01	0
Si	8.169	5.434	12.231	-0.01	-0.004	0
Si	10.888	8.145	12.244	-0.008	-0.004	0.002
Si	8.163	10.865	12.25	-0.003	-0.002	0.003
Si	10.893	13.592	12.24	-0.005	0.004	0.005
Si	13.593	16.331	12.229	0.002	-0.006	-0.003
Si	16.306	2.726	12.248	-0.004	-0.007	0.006
Si	13.599	5.434	12.256	0	0	0
Si	16.323	8.158	12.249	-0.002	-0.002	-0.001
Si	13.612	10.874	12.244	0	0.012	0.004
Si	16.319	13.6	12.221	-0.001	0.001	-0.005
Si	17.655	1.359	13.605	0.006	-0.001	0.007
Si	4.079	4.095	13.604	-0.006	0.006	0.007
Si	17.681	6.807	13.621	0.001	0	0.001
Si	4.074	9.501	13.589	0.01	0.001	0.002
Si	17.667	12.233	13.578	0	0.011	0.001
Si	4.076	14.958	13.587	0	-0.006	-0.002
Si	6.804	1.379	13.593	0.005	-0.004	0.005
Si	9.533	4.088	13.603	-0.007	0.004	0.003
Si	6.808	6.796	13.579	0.005	-0.002	-0.003
Si	9.529	9.496	13.606	-0.005	0.001	0.007
Si	6.792	12.234	13.589	-0.006	0.009	0
Si	9.531	14.957	13.587	0	-0.004	0.001
Si	12.249	1.382	13.597	-0.004	-0.006	-0.002
Si	14.956	4.083	13.627	-0.005	0.001	0.007
Si	12.239	6.79	13.623	0.001	-0.003	0.006
Si	14.962	9.51	13.613	0.005	0.004	-0.002
Si	12.26	12.236	13.603	0.009	-0.01	0.005
Si	14.958	14.969	13.571	-0.014	0.007	-0.004
Si	16.27	16.331	14.964	-0.006	-0.005	-0.002
Si	19.018	2.735	14.942	0	-0.007	-0.001
Si	16.315	5.454	14.983	-0.001	0.006	-0.005
Si	19.045	8.162	14.986	-0.001	-0.001	-0.004
Si	16.331	10.871	14.962	-0.006	-0.004	0.002
Si	19.017	13.6	14.927	-0.003	-0.002	0.003
Si	5.438	16.332	14.931	0.001	0.002	0.003
Si	8.166	2.74	14.957	-0.012	0.001	-0.001
Si	5.444	5.469	14.956	0.008	0.003	0.004
Si	8.179	8.112	14.96	-0.003	-0.004	0.002
Si	5.435	10.855	14.936	-0.001	0	0
Si	8.166	13.592	14.935	0.003	0.004	0.004
Si	10.89	16.331	14.933	0.004	-0.007	-0.004
Si	13.593	2.73	14.998	-0.004	0.007	0.007
Si	10.888	5.428	14.997	0.002	0.001	0.001
Si	13.6	8.153	14.98	0.002	-0.006	0.003
Si	10.906	10.857	14.949	0.001	0.003	0.002
Si	13.634	13.609	14.946	0.01	0.01	-0.005
O	14.528	6.711	23.039	-0.319	0.528	0.201
O	16.412	8.206	22.176	-0.137	-0.09	0.296
O	15.677	7.633	32.248	-0.619	0.414	0.003
O	17.502	3.658	23.186	0.25	-0.187	0.252
O	11.84	0.661	29.781	0.082	-0.587	-0.142
O	9.321	1.2	23.278	-0.403	-0.097	0.596
O	5.74	13.906	22.071	0.055	0.088	0.525
O	6.751	0.598	24.754	0.503	0.248	-0.025
O	20.14	13.913	29.938	-0.091	-0.33	-0.619
O	22.813	0.557	32.996	-0.087	0.004	-0.26
O	15.334	3.776	30.007	0.179	-0.258	-0.424
O	8.185	10.929	22.122	0.116	-0.058	0.297
O	12.863	4.697	23.124	-0.306	0.084	0.269
O	13.756	5.532	28.929	-0.285	-0.038	0.291
O	17.618	8.28	27.027	-0.161	-0.024	0.366
O	12.427	15.696	25.504	0.322	-0.149	0.082
O	9.432	3.177	32.955	-0.085	-0.259	-0.497
O	15.423	1.471	23.074	0.486	0.205	-0.014
O	15.944	2.482	32.178	0.311	-0.067	-0.408
O	18.397	10.365	31.996	0.125	0.299	-0.162
O	20.173	8.658	32.914	-0.051	0.1	-0.221
O	12.987	15.905	31.979	-0.23	-0.472	-0.297
O	15.185	12.95	23.141	-0.134	0.103	0.152
O	8.16	5.39	22.104	-0.021	-0.08	0.175
O	17.473	5.902	33.041	0.002	-0.108	-0.472
O	20.576	1.859	32.366	-0.211	-0.267	-0.227
O	11.172	13.162	29.916	0.559	-0.162	0.163
O	16.47	13.849	25.405	0.021	-0.452	0.237
O	10.179	13.205	32.303	-0.296	0.369	0.062
O	13.767	1.672	25.107	-0.309	0.37	0.115
O	9.585	12.954	22.914	0.182	0.109	0.271
O	19.531	1.267	27.757	0.253	0.154	-0.586
O	20.141	13.695	25.145	-0.531	0.112	-0.167
O	20.814	3.562	28.33	0.376	0.239	-0.465
O	19.434	11.073	25.172	0.159	-0.166	0.598
O	13.093	14.111	28.456	0.064	0.496	-0.083
O	12.18	5.93	33.017	-0.147	0.17	-0.232
O	9.672	11.151	30.71	0.252	-0.11	-0.119
O	21.245	5.31	24.956	-0.036	-0.066	0.148
O	11.552	9.417	22.991	-0.479	-0.136	0.058
O	15.328	13.54	29.878	-0.212	0.349	0.406
O	21.24	5.93	29.553	-0.409	0.011	-0.342
O	6.319	9.413	23.131	-0.595	0.061	0.068
O	16.058	6.347	29.975	0.566	-0.237	0.248
O	9.595	8.708	29.859	-0.311	-0.213	-0.422
O	7.496	10.23	29.484	-0.171	-0.24	-0.259
O	9.358	3.92	27.123	0.049	-0.566	0.031
O	11.16	2.842	22.589	-0.104	-0.478	-0.125
O	18.332	9.757	23.094	0.577	-0.114	0.193
O	7.322	6.754	30.104	0.412	0.518	-0.4
O	6.259	14.716	30.48	-0.263	0.488	0.009
O	11.126	3.094	28.924	0.042	0.045	0.595
O	20.449	12.113	23.069	-0.143	-0.488	-0.07
O	7.129	11.807	27.407	0.37	0.565	-0.1
O	9.937	1.021	27.969	-0.303	0.441	-0.082
O	13.965	10.847	29.403	0.093	0.276	-0.034
O	13.997	10.116	32.017	0.515	-0.11	-0.282
O	7.754	15.994	21.956	0.02	-0.078	0.488
O	11.193	1.662	25.017	-0.397	0.045	0.429
O	13.569	16.292	22.095	-0.129	0.162	0.082
O	13.661	1.967	31.044	-0.022	-0.14	-0.412
O	19.324	15.458	31.935	0.579	0.089	-0.31
O	19.447	7.17	25.459	-0.521	0.25	-0.206
O	18.496	15.799	29.351	-0.396	0.264	0.206
O	12.023	9.44	30.497	-0.357	0.357	0.02
O	8.018	14.642	24.285	-0.05	0.239	-0.569
O	8.34	15.479	31.885	0.675	-0.118	-0.103
O	10.098	6.81	23.083	0.638	0.156	0.115
O	12.053	11.49	33.036	0.168	-0.094	-0.45
O	21.255	13.052	32.066	-0.592	0.314	0.001
O	14.007	4.289	32.194	0.136	0.242	-0.396
O	6.313	3.904	23.166	-0.232	-0.114	0.097
O	19.101	4.06	32.177	0.006	0.22	-0.471
O	15.266	7.97	25.914	0.021	-0.267	-0.414
O	20.119	15.09	27.357	0.281	-0.364	0.53
O	21.507	10.267	28.17	-0.288	0.214	-0.589
O	19.061	16.315	22.178	-0.033	0.137	0.241
O	19.294	9.938	29.564	0.032	0.213	-0.267
O	5.18	2.664	25.153	-0.405	0.156	0.372
O	20.716	7.128	23.101	0.337	0.539	0.155
O	13.484	6.098	25.3	-0.149	-0.386	0.267
O	8.313	15.777	29.22	-0.074	0.247	-0.097
O	4.861	1.363	22.938	0.469	0.421	0.084
O	16.076	12.262	32.112	-0.097	-0.699	-0.083
O	15.625	16.219	25.244	-0.079	-0.342	-0.307
O	22.169	12.255	29.703	-0.046	0.018	0.163
O	10.493	14.801	27.986	-0.077	0.012	-0.142
O	14.448	8.396	30.102	-0.095	-0.412	-0.624
O	17.103	11.404	29.927	-0.176	0.043	-0.649
O	6.964	4.307	29.253	0.262	-0.505	-0.449
O	17.51	4.692	25.624	0.218	0.321	-0.063
O	12.115	14.455	23.174	-0.203	-0.164	0.147
O	13.576	10.99	22.284	0.128	-0.153	0.208
O	7.239	4.303	25.621	-0.263	0.159	0.607
O	9.341	5.957	25.506	0.109	0.112	0.408
O	16.068	4.97	27.777	-0.341	-0.145	-0.251
O	18.171	3.427	27.904	-0.164	-0.39	-0.017
O	5.694	11.87	25.182	-0.088	0.017	0.234
O	17.525	0.622	33.04	-0.095	-0.186	-0.489
O	11.35	12.392	27.415	-0.411	-0.161	0.048
O	6.07	14.753	26.057	0.209	-0.246	0.469
O	11.274	1.536	32.162	-0.062	-0.197	-0.277
O	17.246	14.608	23.017	-0.189	0.32	0.456
O	9.438	5.09	29.506	0.214	0.18	0.226
O	8.544	13.423	30.273	-0.208	-0.438	-0.541
O	17.079	8.769	30.328	0.057	-0.112	-0.193
O	8.41	15.797	26.587	0.337	0.173	0.12
O	19.046	5.439	22.125	-0.067	0.048	0.419
O	11.331	10.821	25.213	-0.466	0.324	-0.137
O	11.419	5.402	27.74	0.12	-0.03	-0.595
O	15.25	4.482	24.189	-0.119	-0.35	-0.257
O	21.858	6.85	32.025	0.157	-0.252	0.001
O	11.711	7.036	29.66	0.095	-0.395	0.069
O	12.436	1.348	27.317	0.56	0.163	0.037
O	20.557	16.382	25.12	-0.762	0.017	-0.082
O	5.605	7.908	25.227	-0.085	-0.021	0.379
O	6.674	11.379	32.98	0.081	0.14	-0.392
O	14.68	14.194	33.022	0.19	0.081	-0.267
O	15.038	12.45	27.612	0.328	0.005	-0.345
O	13.023	7.529	27.391	-0.213	0.489	0.098
O	10.62	7.7	31.975	-0.577	0.301	-0.08
O	17.69	13.812	30.854	-0.169	0.28	0.274
O	10.406	14.008	25.109	0.015	-0.097	0.623
O	8.151	9.483	31.97	-0.19	-0.307	-0.008
O	17.53	12.114	23.759	0.345	-0.075	-0.547
O	10.364	8.381	25.146	-0.268	0.139	0.348
O	7.98	7.753	24.2	-0.16	-0.068	-0.304
O	8.373	12.238	25.173	0.278	-0.32	0.189
O	18.572	5.958	27.639	0.323	-0.091	0.501
O	21.387	3.742	30.893	0.447	-0.059	0.366
O	20.087	8.095	27.837	0.172	-0.28	-0.264
O	7.941	4.832	31.711	-0.372	0.09	0.015
O	16.909	10.052	25.28	-0.168	0.279	0.075
O	16.352	2.409	25.257	0.268	-0.11	0.616
O	13.32	10.785	26.8	-0.171	-0.401	-0.343
O	15.669	9.893	27.609	0.259	-0.223	0.58
O	7.303	9.884	25.58	0.18	-0.188	0.281
O	12.959	8.692	25.018	0.343	0.385	0.007
O	9.473	3.551	24.489	-0.261	0.02	-0.07
O	15.409	14.988	27.592	-0.074	0.278	0.12
O	12.794	13.052	25.347	0.414	0.05	0.103
O	19.249	2.444	30.115	-0.549	-0.472	0.125
O	21.49	8.478	30.025	0.265	0.186	0.189
O	17.711	15.852	26.797	0.116	0.275	-0.364

Results
total energy: -101658.668 eV
total energy less fixed offsets of O -438.35, Si -107.03 eV per atom: -5.468 eV
